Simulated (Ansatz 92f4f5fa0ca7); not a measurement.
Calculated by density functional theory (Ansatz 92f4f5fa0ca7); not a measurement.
Periodic cell of 216 atoms, Si132O76H8, from a study of silicon, its oxide and their interface. The atomic structure is a simulated model.
Doubt: the cutoff is far below the 930 eV that the study's wrapper takes by default for these files, so forces and energies are approximate.

Settings: functional PBE; potential files Ansatz PAW; basis plane waves; wave-function cutoff 580 eV; density cutoff ratio 5; exchange-correlation grid ratio 1; k mesh 1 x 1 x 1, Gamma-centred; self-consistency stop 5e-08 eV per atom in the density residual; occupations fixed; spin none; net charge 0.

Cell vectors (angstrom)
a	10.938	0	0
b	0	10.938	0
c	0	0	31.3021

Atoms: element, x, y, z (angstrom)
Si	10.5921	0.3837	23.7892
Si	5.9914	10.4482	23.9301
Si	2.1628	3.2921	23.9055
Si	8.7603	2.1511	23.833
Si	0.4407	5.0616	23.7927
Si	4.9566	5.9679	23.9303
Si	3.2261	7.705	23.9358
Si	7.7171	8.7083	23.9294
Si	1.2893	1.4344	25.1581
Si	6.9552	1.3031	25.1508
Si	4.0227	4.1489	25.1381
Si	9.6227	4.0523	25.0653
Si	1.4016	6.7618	25.135
Si	6.7736	6.9017	25.145
Si	4.1668	9.5203	25.1452
Si	9.5655	9.6285	25.113
Si	2.7359	0.0113	26.4405
Si	8.2442	-0.0177	26.5848
Si	-0.0262	2.7587	26.5647
Si	5.479	2.7295	26.4309
Si	2.7262	5.4616	26.5874
Si	8.2027	5.4579	26.4191
Si	0.0046	8.1982	26.4426
Si	5.4678	8.2046	26.6043
Si	4.1018	1.3673	27.8839
Si	9.5708	1.3673	27.8839
Si	1.3673	4.1018	27.8839
Si	6.8362	4.1018	27.8839
Si	4.1018	6.8362	27.8839
Si	9.5708	6.8362	27.8839
Si	1.3673	9.5708	27.8839
Si	6.8362	9.5708	27.8839
Si	0	0	29.2511
Si	5.469	0	29.2511
Si	2.7345	2.7345	29.2511
Si	8.2035	2.7345	29.2511
Si	0	5.469	29.2511
Si	5.469	5.469	29.2511
Si	2.7345	8.2035	29.2511
Si	8.2035	8.2035	29.2511
Si	1.3673	1.3673	30.6184
Si	6.8362	1.3673	30.6184
Si	4.1018	4.1018	30.6184
Si	9.5708	4.1018	30.6184
Si	1.3673	6.8362	30.6184
Si	6.8362	6.8362	30.6184
Si	4.1018	9.5708	30.6184
Si	9.5708	9.5708	30.6184
Si	2.7345	0	0.6835
Si	8.2035	0	0.6835
Si	0	2.7345	0.6835
Si	5.469	2.7345	0.6835
Si	2.7345	5.469	0.6835
Si	8.2035	5.469	0.6835
Si	0	8.2035	0.6835
Si	5.469	8.2035	0.6835
Si	4.1018	1.3673	2.0507
Si	9.5708	1.3673	2.0507
Si	1.3673	4.1018	2.0507
Si	6.8362	4.1018	2.0507
Si	4.1018	6.8362	2.0507
Si	9.5708	6.8362	2.0507
Si	1.3673	9.5708	2.0507
Si	6.8362	9.5708	2.0507
Si	0	0	3.418
Si	5.469	0	3.418
Si	2.7345	2.7345	3.418
Si	8.2035	2.7345	3.418
Si	0	5.469	3.418
Si	5.469	5.469	3.418
Si	2.7345	8.2035	3.418
Si	8.2035	8.2035	3.418
Si	1.4029	1.4515	4.8264
Si	6.8909	1.399	4.7876
Si	4.0458	4.0491	4.8308
Si	9.554	4.0582	4.8064
Si	1.4282	6.8524	4.8092
Si	6.8528	6.8827	4.8082
Si	4.0543	9.5074	4.8159
Si	9.5254	9.5321	4.7856
Si	2.7351	0.0156	6.1725
Si	8.1919	-0.0171	6.1722
Si	0.0138	2.7978	6.2552
Si	5.4925	2.7086	6.1819
Si	2.6861	5.4175	6.2516
Si	8.2197	5.4751	6.1392
Si	0.0084	8.2037	6.1332
Si	5.4351	8.1624	6.234
Si	4.6079	0.8512	7.4082
Si	10.06	0.8682	7.3717
Si	0.7797	4.6779	7.6147
Si	6.4256	4.5379	7.3905
Si	4.6525	6.1696	7.3876
Si	9.8891	6.5492	7.4598
Si	0.8568	10.0804	7.3541
Si	6.3316	10.0421	7.4134
H	9.6751	1.1919	8.7803
H	1.2276	9.7096	8.7557
H	4.2296	1.2347	8.809
H	6.7364	9.707	8.8145
O	9.0806	7.5609	8.5955
O	1.2945	4.0899	9.1193
O	4.1721	6.2697	8.9773
O	6.894	4.0933	8.9525
H	2.8685	8.1024	22.5383
H	5.3442	5.6063	22.5315
H	5.612	10.8058	22.5298
H	8.078	8.3015	22.5374
O	10.8954	5.7974	22.3432
O	2.7603	2.6782	22.4824
O	7.9688	2.6462	22.4413
O	0.5112	10.6044	22.4929
Si	8.2126	7.3636	19.3184
Si	4.7604	8.2045	13.8965
Si	4.4128	3.5323	15.0568
Si	4.589	6.4466	10.5313
Si	1.1152	6.2229	14.3922
Si	2.9779	8.5921	11.663
Si	3.0841	4.5204	12.5959
Si	8.079	3.2582	20.9483
Si	5.0866	10.3145	16.0936
Si	9.8253	4.0308	14.759
Si	0.8477	4.0313	10.6919
Si	8.8031	7.3396	10.1826
Si	1.4343	4.6218	18.9885
Si	7.8054	0.288	15.6855
Si	1.5567	10.5659	13.4044
Si	2.5689	1.3116	15.5475
Si	9.1914	0.841	19.2442
Si	7.469	8.4198	12.5397
Si	5.2383	6.3052	15.918
Si	9.3093	11.0342	13.0635
Si	9.2123	2.8293	11.8484
Si	10.1572	5.6953	20.891
Si	2.6207	9.2941	18.9668
Si	11.0544	2.3329	17.0995
Si	8.0666	6.4572	14.9416
Si	7.2895	4.7615	10.3909
Si	1.3735	8.7389	16.0603
Si	4.6381	0.8094	19.3273
Si	2.6087	2.3986	20.9011
Si	3.8396	6.5502	18.5582
Si	6.3856	4.8289	19.1283
Si	0.6836	10.8136	20.8758
Si	9.3411	8.5815	16.6334
Si	6.2846	2.4312	17.061
Si	0.4475	7.0672	11.6152
Si	6.6928	9.926	18.9354
O	9.1944	7.0104	20.5969
O	4.9328	5.5673	19.3015
O	8.362	2.0736	19.8814
O	8.9418	1.2118	11.925
O	2.5064	5.6408	18.2963
O	7.6299	1.5256	16.7724
O	7.8135	7.0769	13.4384
O	9.2842	4.3308	20.8927
O	1.4965	1.2598	20.5868
O	2.0575	3.5545	11.7221
O	10.4535	3.0842	10.8048
O	1.7028	9.6067	14.7256
O	4.5214	7.0685	17.1625
O	5.9407	8.8315	12.9647
O	7.5228	5.9621	18.8934
O	3.3357	8.0796	13.16
O	8.83	0.721	14.5036
O	10.1025	11.0092	20.3406
O	0.078	5.1077	14.9112
O	0.2897	5.5676	19.6628
O	7.8008	3.5566	11.3936
O	10.9149	10.7327	13.0233
O	6.5645	3.839	17.8294
O	4.5861	9.0097	15.2841
O	1.5586	7.1623	15.6507
O	5.7757	9.864	17.5403
O	8.4709	9.6595	12.8593
O	4.5786	4.8424	15.987
O	5.0044	6.6772	14.3497
O	1.4175	9.5693	20.0685
O	10.1608	1.3909	18.0672
O	3.462	10.6878	18.9625
O	7.0024	8.4524	19.5864
O	9.2612	7.36	15.5632
O	8.127	10.6601	18.7474
O	3.627	5.5831	11.5013
O	10.0894	7.8329	11.0426
O	6.281	10.9375	15.1679
O	4.2804	3.7267	13.4212
O	2.4073	10.1097	12.0398
O	1.2351	1.2953	16.4888
O	4.0676	1.8981	20.3777
O	2.245	9.0404	17.3981
O	8.3166	9.7817	16.2573
O	7.5593	8.1302	10.918
O	3.4482	7.9218	19.4022
O	6.6831	3.999	20.5094
O	6.055	5.7616	10.8386
O	0.423	5.5219	11.1757
O	9.1119	7.9636	18.1121
O	2.1805	3.7756	20.1605
O	0.804	3.5851	17.8962
O	10.0857	2.9381	15.9322
O	5.8281	10.8338	19.9936
O	5.7023	2.6491	15.5351
O	10.8263	9.1706	16.5275
O	6.8488	6.541	16.0393
O	2.3397	5.3733	13.7629
O	3.0441	2.8584	15.5975
O	0.4464	7.1808	13.2424
O	8.5919	5.7302	10.3129
O	5.2304	1.6265	18.0326
O	3.7671	0.3458	16.113
O	2.211	1.0169	13.9695
O	1.7378	7.8116	10.9681
O	8.4288	4.8711	14.8873
O	9.7671	3.3199	13.3049
O	4.3009	8.083	10.7915

Results
free energy: -127262.664 eV
free energy less fixed offsets of H -15.97, O -568.88, Si -635.61 eV per atom: 0.496 eV

Forces (eV/angstrom), in the order of the atoms: element, x, y, z
Si	0.3628	-0.2693	0.2069
Si	0.0633	-0.1523	0.1864
Si	0.3547	-0.3945	0.2206
Si	-0.3734	0.3337	0.1308
Si	-0.2642	0.3881	0.0676
Si	-0.0744	0.1462	0.1534
Si	0.1261	-0.0689	0.1287
Si	-0.1253	0.0862	0.1595
Si	0.0396	0.1542	-0.1873
Si	-0.0293	-0.1017	-0.0557
Si	-0.0216	0.0921	-0.0819
Si	0.0154	-0.1576	-0.2053
Si	0.1514	0.0839	-0.0132
Si	-0.0453	-0.0001	-0.0123
Si	0.0539	-0.0317	-0.0198
Si	-0.1724	-0.0563	-0.0809
Si	0.0069	-0.0375	0.0619
Si	-0.0394	-0.022	-0.0167
Si	0.0028	-0.0124	0.09
Si	0.0267	-0.0166	0.0396
Si	0.0083	0.0351	-0.0278
Si	-0.0373	0.0431	0.0825
Si	0.0272	-0.0137	0.0305
Si	-0.0114	0.0281	-0.1807
Si	0.0644	0.0126	-0.5895
Si	0.0293	0.1497	0.5444
Si	-0.1017	-0.0755	0.5145
Si	0.0122	-0.0048	-0.6314
Si	-0.1199	-0.051	0.5482
Si	-0.0367	-0.0709	-0.6491
Si	0.0425	0.0187	-0.5874
Si	0.1815	0.0219	0.5164
Si	0.0064	0.0885	0.0034
Si	0.0689	-0.0018	0.0081
Si	-0.0497	0.0325	-0.0049
Si	0.0254	-0.0826	0.0018
Si	0.0345	-0.0396	0.0232
Si	-0.0459	0.0385	0.0052
Si	0.0454	-0.0366	0.0041
Si	-0.0852	0.027	0.0082
Si	0.0701	-0.0539	0.0017
Si	-0.027	0.0792	0.0026
Si	0.0242	-0.0513	-0.0025
Si	-0.0773	0.0219	-0.0055
Si	-0.0083	0.0723	-0.0012
Si	0.0671	-0.0193	0.0031
Si	-0.0685	-0.0044	-0.0061
Si	0.0224	-0.0644	-0.0102
Si	0.0291	0.0117	0.0292
Si	-0.0191	-0.0022	-0.006
Si	0.0121	-0.0016	-0.005
Si	-0.0026	-0.0217	0.0357
Si	-0.0023	-0.0052	-0.005
Si	-0.0021	0.0142	0.0282
Si	-0.0197	0.013	0.0343
Si	0.0118	0.0054	-0.008
Si	-0.0624	-0.005	0.0348
Si	0	0.0339	-0.0062
Si	0.0414	0.0022	0.0026
Si	0.024	-0.0412	0.0391
Si	-0.0316	0.0238	0.0007
Si	-0.0499	0.0117	0.0347
Si	0.0488	-0.0229	0.0455
Si	0.0118	-0.0376	0.0039
Si	0.0069	0.1903	0.6112
Si	-0.0279	-0.1224	0.5373
Si	0.0453	0.0206	-0.4164
Si	0.1148	0.0697	-0.3787
Si	0.0818	-0.008	0.4467
Si	-0.1631	-0.019	0.608
Si	0.006	-0.1194	-0.3756
Si	-0.1246	-0.0602	-0.4246
Si	-0.0063	-0.0792	-0.1096
Si	-0.1029	-0.0909	-0.0398
Si	0.0564	-0.0291	-0.1566
Si	0.0909	0.0532	-0.1495
Si	-0.0931	-0.1033	-0.0935
Si	-0.003	0.0018	-0.153
Si	0.0831	0.1455	-0.0705
Si	-0.001	0.0214	-0.0998
Si	0.0323	-0.0359	-0.0324
Si	0.0097	-0.0042	-0.0412
Si	-0.104	-0.0761	-0.0306
Si	-0.0105	-0.078	-0.0519
Si	-0.001	0.1039	-0.0909
Si	-0.0618	0.0235	0.0741
Si	0.0319	0.0852	-0.0243
Si	-0.0226	0.0112	-0.0106
Si	-0.0848	0.0801	-0.0318
Si	-0.0903	0.0933	0.0152
Si	0.366	-0.4464	0.1467
Si	0.3718	-0.4639	0.0213
Si	-0.511	0.492	-0.0063
Si	-0.1998	0.4146	-0.3644
Si	0.1001	-0.0788	0.0087
Si	0.1352	0.017	-0.0574
H	0.0328	-0.048	0.0974
H	-0.0375	0.0165	0.1141
H	0.0371	-0.0357	0.0517
H	-0.0603	0.0381	0.0614
O	0.1649	-0.1085	-0.0558
O	-0.1024	0.1096	0.01
O	0.1766	0	0.1605
O	-0.0921	0.1086	0.0013
H	-0.0145	-0.0356	-0.0781
H	-0.0216	-0.0079	-0.0737
H	0.0145	0.018	-0.0241
H	-0.0103	0.041	-0.0483
O	0.1395	-0.127	0.0716
O	-0.0664	0.0797	-0.1646
O	0.0691	-0.0891	-0.0809
O	-0.2304	0.1224	0.0454
Si	-0.058	-0.083	0.006
Si	0.0507	-0.0138	0.1142
Si	0.0051	0.0386	-0.0116
Si	-0.0673	-0.0312	-0.2451
Si	0.0238	0.0304	0.0917
Si	-0.0907	-0.1085	0.1492
Si	-0.0022	0.0285	0.0995
Si	-0.114	0.023	0.1116
Si	0.0488	0.0124	0.0703
Si	0.0333	0.0194	0.0823
Si	-0.0011	-0.007	0.0253
Si	-0.0912	-0.0213	0.1819
Si	0.0979	0.0299	-0.0779
Si	-0.0303	-0.0444	0.0556
Si	-0.0143	0.0319	0.0637
Si	0.0304	-0.0264	0.0781
Si	-0.0115	-0.0345	-0.1206
Si	0.0334	0.0982	0.2111
Si	-0.0147	0.0382	0.0561
Si	-0.0242	0.0309	0.072
Si	0.0498	-0.1023	0.1147
Si	-0.0069	0.0331	-0.0355
Si	0.1278	-0.0085	0.1059
Si	0.0579	0.0987	-0.0027
Si	-0.0108	0.0227	0.144
Si	-0.1157	-0.0518	-0.0732
Si	-0.0057	-0.0828	0.0021
Si	-0.0067	-0.1163	0.0252
Si	0.0719	0.0913	0.1029
Si	-0.0068	-0.0566	-0.0084
Si	-0.0212	0.1254	0.0456
Si	0.0221	0.0107	-0.0208
Si	-0.0493	-0.0673	-0.006
Si	-0.0806	0.0126	0.066
Si	0.1042	0.0321	0.0905
Si	-0.0465	0.0086	0.024
O	0.0908	-0.0133	-0.0325
O	0.0308	-0.0178	-0.0095
O	0.0172	0.0074	-0.007
O	-0.0022	0.0552	-0.0257
O	-0.0435	-0.03	0.0264
O	0.0338	-0.0422	-0.0151
O	-0.0214	0.0068	-0.1546
O	0.0971	-0.0653	0.0205
O	-0.0953	-0.0289	-0.0018
O	-0.0001	-0.0139	-0.0285
O	0.0099	-0.0008	-0.0151
O	0.0378	0.0062	-0.064
O	0.0359	-0.059	-0.0223
O	0.044	-0.0219	-0.1247
O	0.0454	-0.0262	-0.0693
O	-0.0233	0.0664	-0.1172
O	-0.0031	0.0102	0.0142
O	-0.0176	-0.0504	0.0186
O	0.0252	-0.0116	-0.0073
O	-0.0841	0.0517	0.0632
O	-0.0132	0.0558	0.0026
O	0.0723	-0.0178	-0.0207
O	0.0104	0.0102	0.0144
O	-0.0214	-0.0101	0.0032
O	-0.0497	-0.005	-0.0443
O	-0.0149	-0.0176	-0.029
O	-0.0121	-0.1144	-0.0638
O	0.0072	-0.0543	-0.0539
O	0.0589	0.0081	-0.0118
O	-0.0819	-0.0079	0.0323
O	-0.0388	-0.0257	0.0565
O	-0.029	-0.0248	-0.0957
O	0.0598	0.0361	-0.0136
O	-0.008	0.0023	-0.0168
O	0.0378	0.0386	-0.0694
O	-0.0623	-0.0305	0.051
O	-0.0429	-0.0296	-0.0445
O	-0.0134	0.0597	-0.0368
O	-0.0328	-0.0098	-0.0695
O	0.0122	-0.0012	0.0211
O	0.0094	-0.0006	0.0318
O	0.077	0.0306	-0.0155
O	-0.0536	0.0361	-0.0168
O	0.0187	0.0326	0.0082
O	0.0714	-0.0168	-0.0301
O	-0.0536	0.013	-0.0306
O	0.019	-0.067	-0.0475
O	0.1034	-0.0188	0.0863
O	-0.0739	0.0483	-0.021
O	0.0332	0.0044	0.0462
O	-0.0054	-0.0037	0.0021
O	-0.0097	0.0176	0.0456
O	-0.0397	0.0122	-0.0509
O	0.0183	0.051	-0.1239
O	-0.0246	0.0407	0.0165
O	-0.0003	0.0796	0.0077
O	-0.0147	0.0172	-0.0634
O	0.0332	-0.0763	-0.0422
O	0.0528	-0.0159	-0.0197
O	-0.055	0.031	-0.149
O	0.1162	0.0077	-0.0129
O	-0.0123	0.0065	-0.0499
O	-0.043	-0.0111	0.0056
O	-0.0278	-0.006	-0.0858
O	-0.0167	-0.0086	0.0262
O	-0.0122	0.0113	-0.0258
O	-0.034	-0.0252	-0.1505
O	-0.0156	0.0344	0.0422

The program warned: the cutoff lies below the one the program advises for these potential files; the forces do not sum to zero within the program's tolerance; the exchange-correlation potential is rough where the density is thin.
